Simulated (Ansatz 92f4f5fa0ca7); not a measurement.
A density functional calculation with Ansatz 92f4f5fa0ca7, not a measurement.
Periodic cell of 220 atoms, Si132O88, from a study of silicon, its oxide and their interface. The atomic structure is a simulated model.
This geometry differs little from another in the collection (a relaxation step or a small displacement).

Settings
functional: r2SCAN
potential files: Ansatz PAW
basis: plane waves
wave-function cutoff: 800 eV
density cutoff ratio: 5
exchange-correlation grid ratio: 1
k mesh: 1 x 1 x 1, shifted by 0.5 0.5 0 of a step
self-consistency stop: 1e-10 eV per atom in the density residual
occupations: fixed
spin: none
net charge: 0

Cell vectors (angstrom)
a, 10.88, 0, 0
b, 0, 10.88, 0
c, 0, 0, 31.3488

Atoms: element, x, y, z (angstrom)
Si, -0.1832, 0.0185, 0.1457
Si, 3.0091, 2.401, -0.1909
Si, -0.2894, 5.8458, -0.1193
Si, 3.0189, 8.1537, 0.1403
Si, 5.287, 0.1732, 0.0441
Si, 8.7966, 2.5195, -0.1416
Si, 4.9639, 5.6796, -0.0899
Si, 8.5733, 8.2777, -0.3978
Si, 1.435, 1.3285, 1.2415
Si, 3.9591, 4.0395, 1.1912
Si, 1.3348, 6.9138, 1.2119
Si, 4.1878, 9.5898, 1.5137
Si, 6.9272, 1.4812, 1.0768
Si, 9.6137, 4.1846, 1.3025
Si, 6.5872, 6.6884, 1.2817
Si, 9.452, 9.4822, 1.4098
Si, 0.0942, 2.7593, 2.6091
Si, 2.7118, 0.0282, 2.7284
Si, -0.0094, 8.156, 2.6846
Si, 2.642, 5.4483, 2.568
Si, 5.4817, 2.762, 2.507
Si, 8.0993, 0.061, 2.6089
Si, 5.4733, 8.1329, 2.778
Si, 8.1139, 5.4361, 2.6039
Si, 1.3865, 4.1038, 4.0154
Si, 4.1347, 1.4133, 3.9629
Si, 1.3291, 9.5361, 4.0381
Si, 4.0191, 6.7712, 3.9937
Si, 6.7693, 4.0863, 3.9706
Si, 9.5336, 1.393, 3.9258
Si, 6.8269, 9.5561, 4.0408
Si, 9.4939, 6.7856, 3.9869
Si, -0.0233, 0.0468, 5.3505
Si, 2.7784, 2.7614, 5.3501
Si, -0.018, 5.4367, 5.3461
Si, 2.6856, 8.1502, 5.3574
Si, 5.437, 0.0218, 5.3556
Si, 8.1609, 2.7184, 5.3125
Si, 5.4191, 5.4415, 5.3404
Si, 8.198, 8.189, 5.3678
Si, 1.3794, 1.3928, 6.6797
Si, 4.111, 4.0939, 6.7454
Si, 1.3281, 6.8042, 6.7165
Si, 4.0695, 9.5183, 6.6799
Si, 6.8202, 1.3574, 6.707
Si, 9.5223, 4.0657, 6.6865
Si, 6.7997, 6.8103, 6.6755
Si, 9.5331, 9.5559, 6.736
Si, 0.02, 2.7374, 8.0616
Si, 2.7202, 0.0054, 8.0249
Si, 0.0011, 8.1872, 8.0816
Si, 2.7208, 5.4643, 8.0588
Si, 5.4769, 2.7098, 8.0802
Si, 8.1512, 0.0008, 8.1043
Si, 5.4397, 8.1669, 8.0315
Si, 8.155, 5.422, 8.0204
Si, 1.3928, 4.1002, 9.4231
Si, 4.0907, 1.3305, 9.3931
Si, 1.3975, 9.5394, 9.4186
Si, 4.0984, 6.8148, 9.4022
Si, 6.8539, 4.0573, 9.4337
Si, 9.5375, 1.3784, 9.4273
Si, 6.7582, 9.5016, 9.4423
Si, 9.4741, 6.8094, 9.3696
Si, 0.0281, 0.0174, 10.7551
Si, 2.7832, 2.7126, 10.7511
Si, 0.0045, 5.5106, 10.7013
Si, 2.7975, 8.2106, 10.7788
Si, 5.395, -0.0204, 10.8126
Si, 8.2037, 2.7128, 10.8494
Si, 5.4524, 5.4171, 10.7258
Si, 8.0732, 8.0764, 10.7764
Si, 1.4012, 1.4053, 12.104
Si, 4.2072, 4.019, 12.1128
Si, 1.3858, 6.8592, 12.0311
Si, 4.0762, 9.532, 12.2811
Si, 6.7753, 1.2947, 12.1637
Si, 9.5991, 4.1784, 12.1117
Si, 6.693, 6.7211, 12.2036
Si, 9.4841, 9.4771, 11.9854
Si, 0.0794, 2.826, 13.4428
Si, 2.7009, 0.0984, 13.581
Si, 0.0919, 8.3187, 13.3467
Si, 2.7069, 5.3817, 13.2664
Si, 5.5653, 2.6931, 13.6219
Si, 8.1282, -0.1618, 13.4253
Si, 5.3974, 8.1148, 13.6844
Si, 8.1101, 5.3273, 13.5108
Si, 1.7288, 3.8956, 14.7944
Si, 3.9193, 1.6252, 14.8777
Si, 0.8614, 10.0536, 14.7189
Si, 3.9314, 6.5683, 14.8009
Si, 7.347, 3.6102, 14.9353
Si, 9.51, 1.3678, 14.4959
Si, 7.3382, 8.9394, 14.8421
Si, 8.8311, 6.9808, 14.9939
Si, 4.0343, 3.6319, 21.4656
Si, 4.1275, 5.6336, 19.1066
Si, 14.2703, -9.9667, 20.2135
Si, -1.0729, -0.0797, 23.2107
Si, 4.0134, 0.0085, 17.4054
Si, 12.1761, -1.0382, 17.5457
Si, 11.5447, 0.8453, 21.2279
Si, 16.9316, 8.6363, 17.4236
Si, 10.6243, -5.067, 20.4733
Si, 1.1795, 3.6723, 22.1323
Si, 9.7768, -1.2435, 19.0287
Si, 13.9779, -3.8296, 26.5279
Si, 1.2939, -2.3814, 20.2074
Si, 7.847, 6.0249, 21.7408
Si, 16.7363, 5.4508, 16.7518
Si, 3.7715, 9.487, 21.9547
Si, 17.9847, 3.1551, 21.8139
Si, 1.0074, -1.9102, 26.5885
Si, 3.2184, -1.1665, 25.071
Si, 6.7897, -3.0003, 26.8695
Si, 8.6809, 3.9826, 26.4841
Si, 9.9127, 6.7864, 17.8135
Si, 4.4405, -6.3623, 25.6895
Si, 7.2565, 1.2067, 27.0857
Si, 16.6817, -2.9452, 20.2188
Si, 12.788, 6.0527, 16.9719
Si, 9.6174, 2.9539, 23.81
Si, 2.1621, 2.196, 28.9446
Si, -1.8658, -1.1892, 25.8863
Si, -4.0818, -15.8876, 24.7646
Si, 4.123, 1.6472, 26.3949
Si, 1.6139, -0.8856, 29.4164
Si, 5.2304, 5.8316, 28.2322
Si, -3.992, 9.9423, 29.0039
Si, 10.3549, 3.8844, 28.9608
Si, 8.6276, 0.7428, 20.7375
O, -3.7162, -3.2182, 0.0905
O, 0.2057, -0.9648, -1.1329
O, 1.9173, 0.6762, -1.9351
O, 0.7142, 2.8792, -2.782
O, 0.1773, 5.0238, -1.4609
O, -2.7159, 9.1146, -1.7489
O, 3.9662, 6.939, -0.3859
O, 2.6579, 9.0606, -1.1577
O, 5.7456, -0.7501, -1.2256
O, 4.2272, 1.307, -0.4702
O, 9.0735, 3.2314, -1.605
O, 9.6525, 1.1527, -0.3821
O, 5.3443, 5.2182, -1.6236
O, 8.2299, 8.3496, -5.0315
O, 16.0604, 4.9098, -13.2412
O, 9.5794, 7.0218, -0.682
O, -5.3985, 3.174, 22.1139
O, 2.4346, 8.8401, 21.2948
O, 17.8993, -3.7749, 20.8738
O, 4.204, 4.9317, 20.5411
O, 1.1258, 9.1881, 16.08
O, -0.2489, 11.2131, 15.183
O, 7.0144, 4.3839, 16.361
O, 7.4236, -6.298, 21.1307
O, 8.4576, 2.4188, 15.2879
O, 2.9015, 6.9553, 16.0376
O, 7.0937, 9.3909, 16.429
O, 10.3419, 7.3441, 14.5185
O, 6.1313, 7.0549, 16.982
O, 4.5817, 1.0055, 16.2586
O, 0.8842, 6.9599, 20.4248
O, 2.4052, 10.9767, 17.2752
O, 2.8113, 2.7656, 15.2828
O, 12.7213, -23.818, 18.7011
O, 1.3982, 4.7308, 16.1655
O, 5.14, 4.6031, 27.1681
O, 9.4551, -4.6952, 21.5496
O, 4.8937, 5.399, 15.4488
O, 9.8748, 5.6988, 19.0241
O, 14.1659, -5.2002, 25.6481
O, 5.6832, 1.3403, 26.7191
O, 22.3326, -4.0167, 17.3515
O, 16.4181, -6.0052, 24.5453
O, 18.3835, 1.9141, 20.8148
O, 17.3023, 8.8085, 18.9935
O, -1.5141, 8.2176, 18.3732
O, 15.1587, 0.4779, 18.9323
O, 15.9804, 8.734, 21.4306
O, -0.1323, 9.3082, 20.3086
O, 8.5318, -0.3156, 19.5024
O, 4.6166, -1.4899, 17.1847
O, 12.3716, -3.4872, 26.6176
O, 19.4655, -0.0879, 22.1332
O, 4.617, -3.7494, 19.4529
O, -3.3926, -4.7171, 23.327
O, 10.8454, -7.0457, 23.2001
O, -0.1466, 10.4365, 17.9939
O, 1.3257, 2.0922, 21.9651
O, 14.8146, -10.7267, 21.5236
O, 18.6919, -5.6958, 25.8337
O, 12.6783, 0.4885, 20.1022
O, 3.8977, 6.7471, 27.9285
O, 11.4707, 4.4773, 20.844
O, 9.4533, -1.1858, 24.3229
O, 2.6956, 5.6545, 18.346
O, 3.6465, 0.2965, 25.6257
O, 3.5712, 2.4859, 20.4254
O, 10.1343, 1.3672, 20.5998
O, 8.1342, 3.1034, 23.1001
O, 6.1913, -3.6642, 25.4892
O, 8.9753, -4.4386, 16.5444
O, 1.601, -1.2465, 25.2299
O, 11.2231, -0.2418, 22.4128
O, 13.6433, 4.0324, 22.4494
O, -0.5076, -1.4105, 26.7315
O, 3.9819, -7.8993, 25.454
O, 1.7133, -1.3115, 27.8915
O, 3.763, -2.4538, 25.9236
O, 8.1449, 11.0503, 26.1573
O, 9.9255, -9.4987, 23.8759
O, -3.0538, 2.7137, 27.0258
O, 14.5692, -1.4098, 23.5552
O, 3.1987, 2.045, 27.6868
O, -4.6239, -1.6774, 27.6799
O, 9.6171, -7.4405, 25.3202
O, -3.5097, 0.5568, 28.5705
O, 6.5889, -4.1775, 27.98
O, 9.6654, 4.525, 27.6465

Results
free energy: -134617.416 eV
free energy less fixed offsets of O -570.45, Si -639.56 eV per atom: 4.104 eV

Forces (eV/angstrom), in the order of the atoms: element, x, y, z
Si, -0.0352, -0.0349, 0.019
Si, -0.0115, -0.003, 0.0191
Si, 0.0028, 0.0084, 0.0459
Si, 0.005, -0.0119, 0.0532
Si, 0.0125, 0.0239, 0.0465
Si, -0.0521, -0.0271, 0.0136
Si, 0.0029, 0.0008, 0.0613
Si, 0.0025, -0.0028, 0.023
Si, -0.007, 0.0094, -0.0077
Si, 0.0053, -0.0001, -0.0011
Si, -0.004, 0.0016, -0.0069
Si, -0.0007, -0.0036, -0.0071
Si, -0.0018, 0.0001, 0.0019
Si, -0.0144, 0.013, -0.0073
Si, -0.0251, -0.0163, -0.0077
Si, 0.0175, 0.0003, 0.0082
Si, 0.0228, 0.0048, 0.0054
Si, 0.0006, -0.0121, 0.0026
Si, -0.007, -0.0019, 0.0035
Si, 0.0068, 0.0107, 0.0008
Si, 0.0049, -0.0032, 0.0017
Si, -0.002, 0.0015, -0.0016
Si, 0.0039, -0.0107, 0.006
Si, 0.0018, 0.0002, 0.0012
Si, 0, -0.009, 0.0058
Si, 0.0006, 0.0133, -0.0058
Si, -0.0045, -0.0039, -0.003
Si, -0.0032, -0.0008, -0.0029
Si, -0.0064, -0.0018, 0.0005
Si, -0.0057, -0.0083, 0.0047
Si, 0.0013, 0.005, -0.0027
Si, 0.0119, -0.0046, -0.0031
Si, 0.0055, 0.0064, -0.0001
Si, 0.0014, -0.001, -0.0003
Si, -0.0068, -0.0004, -0.0021
Si, 0.0001, 0.0012, -0.0035
Si, -0.0068, -0.0062, -0.0004
Si, 0.0001, 0.0058, -0.0022
Si, 0.0056, 0.0022, -0.0006
Si, -0.0028, -0.0013, -0.0015
Si, -0.0012, -0.0011, 0.0004
Si, -0.0005, 0.0006, 0.0008
Si, 0.0013, -0.001, 0.0001
Si, 0, -0.0026, -0.0008
Si, -0.001, 0.0015, -0.0013
Si, 0.0019, -0.0002, -0.0001
Si, -0.003, 0.0018, 0.0013
Si, -0.0001, 0.0014, 0
Si, 0.0014, -0.0026, -0.0002
Si, 0.0009, 0.0019, -0.0007
Si, -0.0019, 0.0021, -0.0019
Si, 0, 0.0006, 0.0013
Si, -0.0006, 0.0017, -0.0011
Si, 0.0018, -0.002, -0.0003
Si, 0.0003, 0.0028, -0.0002
Si, 0.001, 0.0016, -0.0025
Si, 0.003, 0.0016, 0.0008
Si, 0.0015, -0.0023, 0.0004
Si, -0.0011, -0.0003, 0.0001
Si, -0.0012, 0.0018, -0.0011
Si, 0.0014, -0.0006, 0.0033
Si, -0.0032, -0.0019, 0.0001
Si, -0.0055, -0.0031, 0.0008
Si, 0.0027, -0.0013, 0.002
Si, 0.0028, -0.0006, 0.0072
Si, -0.0047, 0.0019, 0.005
Si, 0.003, -0.0006, -0.001
Si, 0.0007, -0.0005, 0.0009
Si, 0.0007, -0.0029, -0.0013
Si, 0.0015, 0.002, 0.0045
Si, -0.0029, -0.0023, 0.0016
Si, -0.0051, 0.0051, -0.0001
Si, 0.0063, -0.0029, -0.0059
Si, -0.0043, -0.0024, -0.0004
Si, -0.0101, 0.0113, 0.0014
Si, -0.0025, 0.0042, 0.0045
Si, -0.0001, 0.0066, 0.0019
Si, 0.0022, -0.005, -0.0026
Si, 0.0069, -0.0048, -0.0011
Si, 0.0041, -0.0008, -0.0032
Si, -0.0085, 0.001, -0.0028
Si, -0.004, 0.0061, 0.0182
Si, 0.0422, 0.0136, -0.0044
Si, 0.0075, -0.0037, -0.0008
Si, -0.0034, 0.0035, 0.0058
Si, 0.0011, -0.0012, -0.0026
Si, -0.0124, -0.0008, 0.0092
Si, -0.0054, 0.0059, 0.0093
Si, 0.0095, -0.0065, -0.0297
Si, -0.0013, -0.0021, -0.0601
Si, 0.0145, -0.0058, -0.0535
Si, -0.0015, 0.0164, -0.0311
Si, 0.0057, 0.0116, -0.0443
Si, 0.0026, 0.0032, -0.0149
Si, 0.0017, -0.0066, -0.0194
Si, -0.0113, -0.0047, -0.0212
Si, 0.0021, 0.0067, -0.0144
Si, -0.0008, -0.0012, -0.0285
Si, 0.0046, -0.0053, -0.0191
Si, 0.0012, -0.0063, 0.0096
Si, 0.0008, 0.0071, -0.042
Si, 0.0054, -0.0063, -0.0405
Si, 0.0044, -0.0031, -0.0116
Si, 0.0067, 0.001, -0.031
Si, -0.0022, 0.0054, -0.0202
Si, 0.0021, 0.0017, -0.0086
Si, 0.008, -0.0089, -0.0259
Si, 0.0033, -0.0031, 0.0193
Si, 0.0033, 0.0044, -0.0233
Si, -0.0047, 0.0039, -0.0006
Si, 0.0098, -0.0118, -0.0375
Si, -0.0013, -0.0043, -0.0035
Si, -0.0017, 0.0033, -0.0064
Si, 0.0061, 0.004, 0.0194
Si, -0.0041, 0.0009, 0.0118
Si, 0.0007, 0.0035, 0.0242
Si, -0.0002, -0.0018, 0.0312
Si, -0.0033, -0.0034, -0.039
Si, 0.0023, 0.0013, 0.021
Si, -0.0049, -0.0095, 0.0288
Si, -0.0026, 0.0025, -0.0237
Si, 0.0088, -0.0077, -0.0439
Si, -0.0003, -0.0004, 0.0092
Si, -0.0114, 0.0211, 0.0307
Si, 0.0015, -0.0038, 0.0232
Si, -0.0055, 0.0014, 0.0094
Si, -0.0013, 0.0026, 0.0225
Si, 0.0012, -0.0138, 0.0366
Si, 0.0016, -0.0058, 0.0376
Si, 0.0045, -0.0025, 0.0338
Si, 0.0045, -0.0042, 0.0426
Si, 0.0001, -0.0019, -0.0153
O, 0.0096, 0.0102, -0.0003
O, -0.0038, 0.0009, -0.0353
O, 0.0005, -0.0087, -0.0149
O, -0.0054, 0.0035, -0.0182
O, 0.0051, 0.002, -0.0191
O, -0.0065, 0.0048, -0.0217
O, -0.0006, 0.0069, -0.0454
O, -0.0094, 0.0027, -0.0186
O, -0.0035, -0.0093, -0.0341
O, -0.0092, 0.0063, -0.0117
O, 0.0149, 0.0053, -0.0353
O, 0.0753, 0.0421, 0.0102
O, 0.0072, 0.0023, -0.0339
O, 0.0045, -0.0013, -0.0082
O, -0.0077, 0.0035, 0.0185
O, 0, 0.0015, -0.0228
O, 0.0032, -0.0021, 0.0061
O, 0.0017, 0.0005, 0.0064
O, 0.0059, -0.0035, 0.0062
O, 0.0004, -0.0068, 0.0128
O, -0.004, 0.0011, 0.029
O, -0.0098, -0.0045, 0.0233
O, -0.0076, 0.0011, 0.0242
O, 0.0022, -0.0027, -0.0015
O, -0.0059, -0.0012, 0.0091
O, -0.0058, 0.0001, 0.0245
O, -0.0012, 0.0018, 0.0246
O, -0.0179, -0.0185, -0.0024
O, -0.0007, 0.0067, 0.0155
O, -0.0005, -0.0069, 0.0287
O, -0.0001, -0.0022, 0.0062
O, -0.0008, 0.0005, 0.0179
O, -0.0041, 0.0027, 0.0234
O, -0.0012, -0.0056, 0.0184
O, -0.0035, 0.0071, 0.0262
O, 0.0006, -0.0056, -0.0131
O, 0.0014, 0.0019, 0.0055
O, 0.0027, -0.0001, 0.0123
O, 0.0015, -0.007, 0.0202
O, -0.0018, -0.0014, -0.0088
O, -0.0029, 0.0015, -0.0061
O, -0.0068, 0.0045, 0.0119
O, 0.0034, 0.0023, -0.0052
O, -0.0023, -0.0004, 0.0014
O, 0.0006, -0.002, 0.0225
O, -0.0044, 0.0121, 0.0177
O, -0.0012, 0.0041, 0.0236
O, 0, 0.0026, 0.0056
O, 0.0009, 0.0019, 0.0119
O, -0.0085, 0.0049, 0.0074
O, -0.0002, -0.0033, 0.0094
O, -0.0018, -0.0073, -0.0067
O, -0.0013, -0.0018, 0.0033
O, -0.0023, 0.0036, 0.0068
O, 0.0038, -0.0021, -0.0062
O, 0.0002, 0.0026, 0
O, -0.0104, 0.0041, 0.0161
O, -0.0001, 0.0007, 0.0035
O, -0.0001, 0.0027, 0.002
O, 0, 0.0019, -0.0029
O, -0.0055, 0.0013, 0.0056
O, -0.0059, 0.0055, -0.0141
O, 0.0026, -0.0031, 0.0047
O, 0.0022, -0.0007, -0.0142
O, 0.0056, -0.0014, 0.0191
O, 0, -0.0049, -0.0027
O, -0.0016, 0.0042, 0.0051
O, -0.0006, 0.0025, 0.0015
O, -0.0005, -0.003, 0.0003
O, 0.0004, -0.0016, -0.0094
O, 0.007, 0.0026, 0.0317
O, 0.0027, 0.0011, -0.0076
O, 0.0003, 0.0028, 0.0009
O, -0.0058, 0.0007, 0.0042
O, -0.0082, 0.0019, -0.0103
O, -0.0022, 0.0023, -0.0151
O, 0.0012, -0.0028, -0.0227
O, 0.0039, -0.0002, -0.0072
O, 0.0058, -0.0025, -0.0124
O, 0.0025, 0.0023, 0.0042
O, 0.0035, 0.0083, -0.0098
O, 0.0037, 0.0004, -0.0065
O, 0.0201, -0.0039, -0.0266
O, -0.0034, -0.0035, -0.0154
O, 0.0062, 0, -0.0142
O, 0.0057, 0.0124, -0.0204
O, 0.0057, 0.0045, -0.0135
O, -0.0091, 0.0065, -0.0258

The program warned: the cutoff lies below the one the program advises for these potential files; the forces do not sum to zero within the program's tolerance; empty levels may hold ghost states of the PAW files; the exchange-correlation potential is rough where the density is thin.
